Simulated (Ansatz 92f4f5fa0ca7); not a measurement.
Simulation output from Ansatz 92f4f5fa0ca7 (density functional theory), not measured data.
Periodic cell of 348 atoms, Si240O108, from a study of silicon, its oxide and their interface. The atomic structure is a simulated model.
Doubt: the cutoff is far below the 930 eV that the study's wrapper takes by default for these files, so forces and energies are approximate.
This geometry differs little from another in the collection (a relaxation step or a small displacement).

Settings
functional: PBE
potential files: Ansatz PAW
basis: plane waves
wave-function cutoff: 580 eV
density cutoff ratio: 5
exchange-correlation grid ratio: 1
k mesh: 1 x 1 x 1, Gamma-centred
self-consistency stop: 5e-08 eV per atom in the density residual
occupations: fixed
spin: none
net charge: 0

Cell vectors (angstrom)
a	11.6015	0	0
b	0	13.3963	0
c	0	0	40.1438

Atoms and the computed forces on them: element, x, y, z (angstrom), force x, y, z (eV/angstrom)
Si	0	2.2327	1.1851	-0.0104	0.0044	0.0262
Si	3.8672	2.2327	1.1851	-0.0045	0.0117	0.0026
Si	7.7343	2.2327	1.1851	0.0051	0.0031	0.0043
Si	1.9336	5.5818	1.1851	-0.0058	-0.0004	0.0067
Si	5.8008	5.5818	1.1851	-0.0068	-0.0009	-0.0023
Si	9.6679	5.5818	1.1851	-0.0063	-0.0247	-0.0323
Si	0	8.9308	1.1851	0.0046	0.0055	0.0101
Si	3.8672	8.9308	1.1851	-0.0127	0.0058	-0.0082
Si	7.7343	8.9308	1.1851	-0.0003	-0.016	0.0269
Si	1.9336	12.2799	1.1851	-0.0153	0.0096	0.0058
Si	5.8008	12.2799	1.1851	-0.0087	0.0059	0.0206
Si	9.6679	12.2799	1.1851	-0.0019	0.0113	-0.0075
Si	1.9336	1.1164	1.9745	0.0248	-0.0231	-0.0115
Si	5.8008	1.1164	1.9745	0.0163	-0.0041	-0.0036
Si	9.6679	1.1164	1.9745	-0.0247	-0.0378	0.0029
Si	0	4.4654	1.9745	-0.0305	0.0202	0
Si	3.8672	4.4654	1.9745	0.0494	-0.0025	0.0007
Si	7.7343	4.4654	1.9745	0.0492	0.0363	0.0017
Si	1.9336	7.8145	1.9745	0.0276	-0.003	0.0035
Si	5.8008	7.8145	1.9745	0.0028	-0.0033	-0.0073
Si	9.6679	7.8145	1.9745	0.0074	-0.024	-0.0103
Si	0	11.1635	1.9745	0.0218	0.0006	-0.0006
Si	3.8672	11.1635	1.9745	0.0081	-0.0397	-0.0112
Si	7.7343	11.1635	1.9745	0.0225	0.017	-0.0099
Si	1.9336	1.1164	4.3426	0.0488	-0.0384	0.0675
Si	5.8008	1.1164	4.3426	0.0576	0.007	0.0568
Si	9.6679	1.1164	4.3426	-0.0484	-0.0661	-0.048
Si	0	4.4654	4.3426	-0.0911	0.0512	-0.1316
Si	3.8672	4.4654	4.3426	0.1497	0.0357	-0.1538
Si	7.7343	4.4654	4.3426	0.1211	0.1094	-0.0664
Si	1.9336	7.8145	4.3426	0.0773	0.0314	-0.0926
Si	5.8008	7.8145	4.3426	0.0092	0.0273	0.0685
Si	9.6679	7.8145	4.3426	0.0251	-0.0214	0.0243
Si	0	11.1635	4.3426	0.0607	0.025	-0.0631
Si	3.8672	11.1635	4.3426	0.0081	-0.0682	0.0166
Si	7.7343	11.1635	4.3426	0.0525	0.0625	0.1302
Si	0	0	35.8032	-0.1838	-0.0713	-0.1821
Si	3.8672	0	35.8032	-0.0004	0.026	-0.0137
Si	7.7343	0	35.8032	-0.039	0.121	0.0459
Si	1.9336	3.3491	35.8032	-0.0486	0.0327	0.0382
Si	5.8008	3.3491	35.8032	0.0282	-0.0194	0.1364
Si	9.6679	3.3491	35.8032	-0.1238	-0.131	-0.1268
Si	0	6.6981	35.8032	-0.024	-0.0675	0.1143
Si	3.8672	6.6981	35.8032	-0.1479	-0.0852	0.0754
Si	7.7343	6.6981	35.8032	0.0841	-0.1504	-0.0834
Si	1.9336	10.0472	35.8032	-0.0741	0.0944	-0.0115
Si	5.8008	10.0472	35.8032	0.0507	0.0314	0.0756
Si	9.6679	10.0472	35.8032	0.0139	-0.0008	0.0151
Si	0	0	38.1714	-0.067	-0.0165	0.0087
Si	3.8672	0	38.1714	-0.0055	0.0205	0.0024
Si	7.7343	0	38.1714	-0.0125	0.0571	0.0023
Si	1.9336	3.3491	38.1714	-0.0119	0.0326	0.0068
Si	5.8008	3.3491	38.1714	0.0125	0.0106	-0.0064
Si	9.6679	3.3491	38.1714	-0.0419	-0.0305	0.0069
Si	0	6.6981	38.1714	-0.0073	-0.0248	-0.0049
Si	3.8672	6.6981	38.1714	-0.0547	-0.0192	0.0063
Si	7.7343	6.6981	38.1714	0.0338	-0.0516	0.0051
Si	1.9336	10.0472	38.1714	-0.0237	0.0529	0.0096
Si	5.8008	10.0472	38.1714	0.0127	0.0094	0.0038
Si	9.6679	10.0472	38.1714	0.006	0.0079	-0.0011
Si	0	2.2327	38.9608	0.0102	0.0031	-0.0278
Si	3.8672	2.2327	38.9608	0.007	-0.0074	-0.0071
Si	7.7343	2.2327	38.9608	-0.0065	-0.0021	0.0241
Si	1.9336	5.5818	38.9608	0.0014	0	0.0272
Si	5.8008	5.5818	38.9608	0.006	-0.0052	-0.0094
Si	9.6679	5.5818	38.9608	0.0096	0.0239	0.006
Si	0	8.9308	38.9608	-0.0051	-0.0064	-0.0111
Si	3.8672	8.9308	38.9608	0.0109	-0.0066	-0.0208
Si	7.7343	8.9308	38.9608	0.0011	0.0166	-0.0184
Si	1.9336	12.2799	38.9608	0.0193	-0.0124	-0.0112
Si	5.8008	12.2799	38.9608	0.0092	-0.006	-0.0076
Si	9.6679	12.2799	38.9608	-0.0003	-0.0097	-0.0003
Si	0.0228	-0.1081	28.7438	0.0075	0.0134	0
Si	3.8251	-0.0559	28.6507	0.001	0.0041	0.016
Si	7.7387	-0.0852	28.3612	-0.0023	-0.0035	0.017
Si	1.7039	3.4426	28.7703	-0.0168	0.0002	0.0172
Si	5.494	3.3767	28.6605	-0.0028	-0.0103	0.0119
Si	9.48	3.3354	28.6894	0.0047	-0.0016	0.009
Si	-0.0694	6.5698	28.7897	-0.007	-0.0052	0.0098
Si	3.7537	6.6808	28.6992	0.0017	-0.0042	0.0254
Si	7.6074	6.819	28.7905	0.0032	0.0016	0.0218
Si	1.9766	10.0549	28.7826	-0.0128	-0.0101	0.0022
Si	5.72	10.1179	28.9326	-0.0025	-0.0071	0.0116
Si	9.4719	9.8755	28.6211	-0.0131	-0.0008	0.0212
Si	-0.1676	2.1805	29.4617	-0.003	-0.0115	-0.0088
Si	3.6469	2.1925	29.451	0.0065	-0.002	-0.0043
Si	7.5252	2.1659	29.2352	-0.0081	0.003	-0.0081
Si	1.8745	5.5991	29.6772	0.0179	-0.0063	-0.0033
Si	5.7053	5.586	29.4594	0.004	0.0039	-0.0126
Si	9.523	5.5766	29.499	-0.001	0.0009	-0.0081
Si	-0.0622	8.8874	29.287	0.0028	0.0102	-0.0092
Si	3.8179	8.8736	29.6039	0.0005	0.0011	-0.0126
Si	7.6224	8.9565	29.7382	0.0064	-0.004	-0.0021
Si	1.9341	12.2547	29.6093	0.0043	0.0056	-0.0077
Si	5.8054	12.3713	29.4996	0.0044	0.0092	-0.0074
Si	9.6072	12.18	29.2993	0.0022	-0.0024	-0.0101
Si	-0.0859	2.2035	31.8356	-0.0047	0.003	0.0167
Si	3.7539	2.2024	31.8365	-0.0089	-0.0021	0.0134
Si	7.6307	2.1891	31.6953	-0.0108	-0.0071	0.0126
Si	1.8999	5.5855	31.9922	-0.0036	0.0036	0.0123
Si	5.7524	5.5655	31.8412	0.0003	-0.0046	0.021
Si	9.5946	5.5673	31.8611	-0.0046	-0.0023	0.0141
Si	-0.0357	8.9121	31.7342	-0.0018	0.0025	0.0144
Si	3.8505	8.8951	31.944	0.0019	-0.003	0.0116
Si	7.694	8.9392	32.0389	-0.0016	0.0031	0.0044
Si	1.9296	12.2615	31.9383	0.0197	-0.0051	0.0164
Si	5.7962	12.3268	31.8714	0.0174	0.0165	0.0115
Si	9.6332	12.2435	31.7308	0.0019	-0.0032	0.0185
Si	1.8501	1.105	32.6788	0.005	0.0045	-0.0086
Si	5.7276	1.1449	32.6408	0.0075	-0.0104	-0.0089
Si	9.573	1.0825	32.5678	0.0123	0.0021	-0.0091
Si	-0.0646	4.4415	32.6479	0.0058	-0.001	-0.0102
Si	3.8378	4.4332	32.6614	0.0004	0.0027	-0.0103
Si	7.6774	4.4098	32.5998	0.0059	0.012	-0.0068
Si	1.8778	7.8362	32.6777	0.0047	-0.0034	-0.011
Si	5.7692	7.7703	32.7185	-0.0016	0.0076	-0.0098
Si	9.6633	7.8032	32.653	-0.0028	0.0012	-0.0088
Si	-0.0395	11.1336	32.5952	-0.0064	-0.0057	-0.0047
Si	3.8823	11.1553	32.6647	-0.0272	-0.0021	-0.0083
Si	7.7218	11.2026	32.6739	-0.0033	-0.0088	-0.0086
Si	1.924	1.1185	35.0326	0.0005	-0.0016	-0.0039
Si	5.7953	1.1249	35.0112	0.0004	0.0011	-0.0016
Si	9.653	1.109	34.9718	-0.0034	0.0004	0.0016
Si	-0.0099	4.4594	35.0146	0.0005	0.0024	-0.0034
Si	3.8717	4.4565	35.0225	-0.0028	0.0018	-0.0032
Si	7.7259	4.4507	34.989	-0.0019	-0.0002	0.0005
Si	1.9216	7.8234	35.0334	0.0001	-0.0024	-0.007
Si	5.7956	7.8049	35.0564	0.0012	-0.0012	-0.0074
Si	9.6768	7.813	35.0178	-0.0019	0.0002	-0.0027
Si	-0.0096	11.1561	34.9866	0.0017	0.0025	-0.0028
Si	3.8738	11.1626	35.0246	0.0017	0.0009	-0.0021
Si	7.737	11.176	35.0314	-0.0001	-0.0013	-0.0054
Si	-0.0023	0.0025	5.1283	-0.0009	-0.0004	0.0036
Si	3.8752	-0.01	5.1321	0.0013	0.0023	0.0049
Si	7.7329	0.0059	5.1563	0.0028	-0.0014	0.0008
Si	1.9349	3.3633	5.0885	0.0041	-0.0018	0.0052
Si	5.8187	3.358	5.1208	-0.0014	-0.0021	0.004
Si	9.6695	3.339	5.1231	0.0023	0.0002	0.0054
Si	0.0118	6.7016	5.1199	-0.0011	-0.0022	0.0045
Si	3.8669	6.6917	5.1268	0.001	-0.0004	0.0024
Si	7.7343	6.7056	5.1466	0.0025	-0.0008	0.0005
Si	1.9312	10.0447	5.1361	0.0019	-0.0007	0.0029
Si	5.8066	10.0508	5.141	0.0006	-0.0012	0.0008
Si	9.68	10.0459	5.1247	0.0027	0.0013	0.0044
Si	0.02	0.0153	7.4932	0.0096	-0.0028	0.0089
Si	3.9102	-0.0223	7.5017	-0.0066	0.0061	0.0123
Si	7.7516	0.0126	7.5447	-0.0011	-0.0014	0.0107
Si	1.9875	3.4008	7.425	-0.009	-0.0051	0.0113
Si	5.8962	3.3862	7.4798	-0.0049	-0.0013	0.0083
Si	9.7185	3.3198	7.4849	-0.0111	0.0115	0.0092
Si	0.0614	6.6999	7.4797	0.001	0.0041	0.0105
Si	3.9009	6.6813	7.4915	0.0064	0.0026	0.0117
Si	7.7731	6.7327	7.5249	0.0046	-0.0091	0.0114
Si	1.96	10.0326	7.5071	0.0016	0.003	0.0096
Si	5.8534	10.0562	7.5158	0.0014	0.0094	0.0106
Si	9.7463	10.0481	7.4882	-0.012	-0.0014	0.0105
Si	0.1051	2.2665	8.239	0.0117	0.0054	-0.0108
Si	3.9298	2.2679	8.0964	0.0058	0.0006	-0.0095
Si	7.791	2.2522	8.3765	0.0033	0.0028	-0.017
Si	1.9743	5.592	8.3402	-0.0045	0.0011	-0.0134
Si	5.8419	5.6102	8.3279	-0.0053	0.0002	-0.0164
Si	9.7298	5.5645	8.1844	-0.0048	-0.0095	-0.0032
Si	0.049	8.8979	8.3513	0.0037	-0.0048	-0.0144
Si	3.9111	8.9082	8.244	-0.0059	-0.003	-0.0115
Si	7.8205	8.9868	8.3082	0.0109	0.0119	-0.0073
Si	1.9436	12.2799	8.2606	-0.0041	0.0036	-0.0141
Si	5.842	12.2671	8.3775	0.0046	-0.0054	-0.0193
Si	9.6928	12.2713	8.2857	-0.0067	-0.0003	-0.0131
Si	0.1917	2.2794	10.5941	0.0081	-0.0043	0.0022
Si	3.9841	2.2928	10.3917	-0.0059	-0.0025	0.0002
Si	7.8343	2.2825	10.7983	0.0007	-0.0001	0.0111
Si	1.993	5.5728	10.7528	-0.0066	-0.0072	0.0115
Si	5.8539	5.6556	10.7164	-0.0139	0.0006	0.0095
Si	9.7826	5.5264	10.508	-0.0144	0.0032	-0.0014
Si	0.0755	8.8364	10.7615	0.0015	-0.0017	0.0112
Si	3.9254	8.8819	10.5912	-0.0021	-0.0065	0.0013
Si	7.8961	9.0447	10.6853	0.0028	0.0125	0.0029
Si	1.9383	12.2728	10.6169	-0.0076	-0.0011	0.0067
Si	5.8505	12.2566	10.7915	-0.0083	0.0059	0.0173
Si	9.7079	12.2634	10.6524	-0.0085	-0.0009	0.0217
Si	2.1708	1.1287	11.3178	0.0109	0.0085	-0.0161
Si	5.8094	1.1684	11.3367	0.011	-0.006	-0.0118
Si	9.8767	1.1327	11.2639	-0.0002	0.0162	0.005
Si	0.0523	4.4456	11.5303	0.0045	-0.0031	-0.02
Si	3.9454	4.4244	11.4368	0.0049	0.0083	-0.0188
Si	7.8384	4.5969	11.4266	0.0111	-0.0115	-0.0174
Si	2.0615	7.7892	11.5871	0.0028	0.0109	-0.0155
Si	5.9527	7.9652	11.366	0.0109	-0.005	-0.0034
Si	9.6995	7.6759	11.4325	0.0084	-0.004	-0.02
Si	0.013	11.087	11.4334	0.005	-0.0086	-0.0175
Si	3.8357	11.0866	11.3325	0.0042	0.0126	-0.0031
Si	7.8325	11.2564	11.7013	-0.0023	-0.01	-0.0268
O	-13.6768	5.2067	20.9687	-0.0001	0.0013	0
O	-0.4605	-11.6769	25.8385	0.0027	-0.0028	0.0011
O	5.2766	6.1961	13.9498	-0.0063	-0.0038	-0.0027
O	9.5246	7.2617	13.0534	-0.0079	-0.0091	0.0203
O	0.4124	6.5031	14.7227	0.0031	0.0022	-0.0058
O	6.2085	10.8208	15.1652	-0.0038	-0.0007	-0.0059
O	2.2124	7.8152	13.2631	0	-0.0096	0.0244
O	-9.8462	12.137	14.4637	-0.0088	-0.0041	-0.002
O	3.5329	10.7651	12.941	-0.0048	-0.0008	0.0202
O	4.3639	9.5873	20.1097	-0.0015	0.0018	0.0007
O	-9.9513	0.6794	19.6984	-0.0003	0.0009	0.0003
O	5.381	14.749	12.9428	-0.01	0.001	0.012
O	4.8739	3.5692	27.1134	-0.0014	-0.0035	-0.027
O	2.3424	8.3016	25.414	0.0239	0	0.038
O	7.9275	-0.2377	26.6801	0.0031	-0.0046	-0.0286
O	11.6183	6.1774	27.1685	0.008	-0.0071	-0.0085
O	16.5335	2.2798	17.5202	-0.0017	-0.0055	0.0013
O	2.116	14.5373	25.6777	0.006	-0.0074	0.0035
O	9.0462	9.5215	27.0217	-0.0066	-0.0106	-0.0193
O	2.5139	10.2319	27.2205	0.0014	0.0035	-0.044
O	7.5481	7.2387	27.1687	0.005	0.0054	-0.0193
O	9.4448	3.3673	27.0248	-0.0017	-0.0002	-0.0142
O	-0.0575	-6.4837	20.707	0.0012	0.0057	0.0009
O	1.457	3.8438	27.1555	-0.003	0.0109	-0.0102
Si	14.8657	12.5634	22.7167	-0.0011	0.0042	-0.0064
Si	4.5942	14.3423	18.3892	0.0002	0.0054	0.0039
Si	4.0218	41.1797	13.7829	-0.0044	-0.0107	0.0065
Si	0.2134	11.6004	14.5081	-0.0057	0.0088	-0.0088
Si	-6.4782	9.9293	15.9493	0.0052	-0.0057	0.0033
Si	12.3141	18.4027	26.2587	-0.0046	-0.0021	0.0017
Si	1.7621	27.1799	18.0772	-0.0035	0.0008	0.0076
Si	-8.3246	24.9606	14.3332	0.0118	0.012	-0.0047
Si	6.8579	4.4133	23.6425	0.0035	-0.01	-0.01
Si	20.7303	13.846	20.9233	-0.0005	0.003	0.0031
Si	-2.2662	-8.2004	19.3292	-0.0027	-0.0011	0.0055
Si	-3.4555	21.8103	26.1875	-0.0056	0.0067	0.0065
Si	17.735	7.4974	14.3713	0.0118	0.0004	-0.0081
Si	7.8289	1.2	15.9598	-0.0025	0.0003	0.012
Si	-0.2551	18.4207	14.6993	-0.0118	0.0016	-0.0055
Si	2.7496	1.4451	20.6602	-0.0006	-0.0017	0.0023
Si	-1.1493	0.9406	14.4268	0.0066	-0.0204	-0.0181
Si	22.4401	19.2316	21.7491	-0.0041	-0.0009	-0.0041
Si	-22.5988	0.525	25.7718	-0.0034	0.01	0.0173
Si	-9.687	7.1048	14.7131	0.0059	-0.0035	-0.0052
Si	4.0777	5.1875	23.4643	-0.0052	-0.0047	-0.0099
Si	15.2109	0.4831	25.5527	-0.0068	0.0016	0.0147
Si	-2.7301	10.5226	17.5581	0.002	0.002	0.0032
Si	-3.9302	22.4585	21.9312	0.0045	-0.0051	-0.009
Si	0.3178	-2.4559	17.3836	0.0008	0.0018	0.0126
Si	16.4095	22.2903	18.6904	0.0017	0.0028	0.0011
Si	13.5887	8.3651	17.5533	-0.0005	0.0008	0.0019
Si	-6.4799	2.6612	15.9586	-0.0055	0.0097	0.0039
Si	-11.3523	2.5504	16.4345	0.0011	0.0085	0.0062
Si	-2.7538	6.84	23.7366	-0.0011	0.0094	0.001
Si	-10.8121	24.9706	23.7969	-0.0012	0.0089	-0.003
Si	2.9779	20.223	25.5593	-0.0041	0.0334	0.0077
Si	4.2251	5.078	14.4403	-0.0007	0.0029	-0.0037
Si	7.7286	21.3594	18.9848	0.0013	0.0032	0.0064
Si	5.8481	10.3385	25.6899	0.0079	-0.0076	0.0087
Si	-4.6545	12.4663	19.2888	0.0032	0.0061	0.0084
Si	5.2213	10.5242	21.1431	0.0008	0.0072	0.0011
Si	-6.6525	30.024	25.5263	-0.0067	-0.0037	0.0209
Si	2.7414	9.8498	25.6622	-0.0125	-0.0311	0.0184
Si	7.674	12.7993	25.0796	-0.0046	0	0.0125
Si	19.8222	15.3608	23.4468	0.0012	-0.0028	-0.0043
Si	12.1223	6.1964	19.3303	0.0017	0.0026	0.001
Si	21.1809	11.4859	22.8723	-0.0059	0.0079	-0.0054
Si	-9.7677	17.8585	21.3182	0.0035	0.0016	0.0017
Si	19.243	11.5462	14.978	0.0022	-0.0005	-0.0055
Si	-1.3586	3.0436	25.6462	0.0026	0.0049	0.0077
Si	9.3353	2.2307	18.424	0.001	-0.0029	0.005
Si	8.7262	6.1431	13.9675	-0.0021	0.0029	0.004
O	24.6041	-3.5479	17.9452	0	0.0022	-0.0043
O	0.3992	4.0994	15.8967	0.0054	-0.0085	0.0022
O	-1.0181	15.8839	17.4346	-0.0074	-0.0015	0.0006
O	-0.1034	10.874	13.0918	-0.0003	0.0044	0.0183
O	4.737	1.6298	25.3238	0	0.0015	0.0054
O	-2.3919	2.7589	24.4542	-0.0091	-0.0023	0.0038
O	3.6548	12.8415	24.2884	-0.0011	-0.0056	-0.0023
O	19.0611	26.4631	15.5437	-0.001	0.0066	-0.0079
O	10.6905	-0.6361	14.7575	0.0012	0.0119	-0.0182
O	-3.9481	0.0911	20.3421	-0.0036	-0.0048	-0.0036
O	8.3451	-6.9581	18.878	0.0002	0.0033	-0.0033
O	-5.9996	5.1176	22.8728	0.0012	0.0017	0.0052
O	4.0082	6.5843	24.3176	-0.0091	0.0033	0.0169
O	8.0821	-7.9721	23.9492	-0.0045	-0.0021	0.0071
O	-6.3688	10.0287	17.5744	-0.002	-0.0022	0.0071
O	-1.2774	-12.2467	12.8506	0.0035	-0.0051	0.012
O	0.372	18.0757	22.0546	-0.0017	-0.0006	0.0037
O	3.6582	37.3216	15.5344	-0.0002	-0.0015	-0.0042
O	-13.4063	12.4801	21.5627	-0.0021	0	0.0055
O	1.0263	34.0315	18.22	-0.0033	-0.0047	0.0011
O	7.872	21.1131	22.7934	-0.0017	0.0086	0.0039
O	3.8979	4.1883	13.1026	-0.0013	-0.0001	0.0173
O	3.6933	20.0644	27.0262	-0.0122	0.0038	-0.0485
O	11.5512	17.7584	13.202	-0.0016	0.0048	0.0284
O	6.4127	30.5903	25.0981	0.0082	0.0076	-0.005
O	2.9014	5.8337	14.9891	-0.0057	0.0031	-0.0079
O	-3.406	14.8181	17.551	0.0031	0.0046	0.0036
O	11.9796	13.0482	27.1269	-0.0014	0.001	-0.0182
O	14.2289	1.1453	12.9356	0.0085	-0.0007	0.0175
O	-2.8792	10.7674	15.9363	0.004	-0.0015	0.0055
O	-2.9643	23.656	22.419	0.0025	0.0016	0.007
O	9.1244	14.9909	15.0769	-0.0033	0.0036	-0.0074
O	-4.9766	15.599	15.5318	0.0028	0.0023	-0.0071
O	-14.4283	3.7112	18.8962	-0.0003	0.0034	-0.0047
O	12.4441	-0.9117	17.6682	0.0014	0.0003	-0.0062
O	3.484	34.914	18.1513	0.0047	0.0022	-0.0032
O	-9.8742	18.583	19.8351	-0.0006	0.0012	-0.0008
O	13.3927	19.1401	25.3107	0.0101	0.0097	0.0027
O	-0.4004	4.3134	25.2916	0.0003	0.0009	0.0066
O	-5.7457	26.7149	18.4326	0.0031	-0.002	0.0002
O	6.2345	24.7535	20.2097	0.0018	0.0023	-0.0065
O	4.163	14.948	19.8425	0.0001	0.0018	-0.0009
O	-7.266	11.548	22.0334	0.0005	-0.0021	0.0005
O	6.0892	21.2741	18.8424	-0.0009	-0.0002	-0.003
O	6.4103	11.7467	25.0507	0.0006	0.0034	0.0023
O	5.8157	10.3581	27.303	-0.0064	0.0096	-0.0239
O	14.9452	13.4768	17.7622	0.0011	0.0004	-0.0031
O	-8.4672	0.6159	22.0016	0	-0.0019	0.0025
O	1.6187	10.6823	24.8542	0.0084	-0.0181	0.0165
O	13.4044	11.854	22.5575	0.0046	0.0004	0.0007
O	-3.2301	8.9869	17.8674	-0.0007	-0.0008	-0.0057
O	-1.7626	14.6752	19.6838	0.0003	0.0025	-0.0021
O	-2.4891	21.049	25.121	0.0007	-0.0109	-0.0071
O	-3.6139	4.9951	13.048	0.003	0.0093	0.0142
O	10.4316	24.1192	18.0323	-0.0005	0.0003	-0.0053
O	7.3848	14.192	24.2496	0.0037	0.0125	-0.0001
O	4.2373	12.869	14.3322	-0.0075	0.0014	-0.0204
O	3.951	1.9335	15.0933	0.0056	-0.0066	-0.0075
O	11.0375	24.2567	23.2635	-0.0024	-0.0033	0.0052
O	9.0976	14.8195	22.2095	0.0003	-0.0029	-0.0001
O	3.0113	5.1251	22.24	-0.0077	-0.0013	-0.001
O	2.1576	16.2808	21.1165	-0.0012	0.0015	0.001
O	19.6765	22.0657	20.4071	-0.002	0	0.0037
O	-6.2244	-5.0348	15.5257	-0.0078	0.0132	0.0009
O	-1.2757	19.9664	23.0949	0.003	0.0002	0.0032
O	3.9235	-0.2627	26.9816	0.0018	0.0032	-0.0234
O	0.1216	1.7192	15.0414	-0.0043	-0.0003	-0.0048
O	4.9021	4.246	15.667	0.0061	-0.0104	0.0012
O	6.1909	8.3549	12.9867	-0.0027	0.0027	0.0187
O	-1.8505	18.7264	14.9529	0.0084	-0.0031	-0.0051
O	8.0069	11.4548	13.3727	-0.003	0.0074	0.03
O	6.1165	22.946	22.0995	-0.0013	0.0003	0.0022
O	18.5295	22.5389	25.344	-0.0021	0.0014	0.0137
O	7.2545	3.0937	22.7707	-0.0036	0.002	0.0083
O	7.6129	6.9738	14.8468	-0.0047	0.004	-0.0053
O	2.0347	8.171	15.9332	-0.0016	0.008	0.0054
O	13.0343	15.1864	17.2723	0.004	-0.0021	-0.0032
O	-3.6009	11.6764	18.3311	-0.0042	0.0032	-0.0009
O	-7.7481	3.9552	24.5438	0.0021	0.0076	-0.0003
O	0.3335	26.3858	24.4748	0.0018	-0.0158	0
O	4.3045	10.0842	25.1858	-0.0048	0.0016	0.009
O	-0.761	18.7858	18.6791	-0.0007	0.0012	-0.0045
O	8.942	-1.2455	24.2475	0.0119	-0.0079	-0.0102
O	11.7367	10.6135	15.7888	0.0017	0.0013	-0.002

Results
free energy: -213990.092 eV
free energy less fixed offsets of O -568.88, Si -635.61 eV per atom: -4.652 eV

The program warned: the cutoff lies below the one the program advises for these potential files; the forces do not sum to zero within the program's tolerance; the exchange-correlation potential is rough where the density is thin.
